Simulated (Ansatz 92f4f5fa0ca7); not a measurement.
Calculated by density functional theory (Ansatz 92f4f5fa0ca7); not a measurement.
Periodic cell of 223 atoms, Si132O89H2, from a study of silicon, its oxide and their interface. The atomic structure is a simulated model.
Doubt: the cutoff is far below the 930 eV that the study's wrapper takes by default for these files, so forces and energies are approximate.
This geometry differs little from another in the collection (a relaxation step or a small displacement).

Settings
functional: PBE
potential files: Ansatz PAW
basis: plane waves
wave-function cutoff: 580 eV
density cutoff ratio: 5
exchange-correlation grid ratio: 1
k mesh: 1 x 1 x 1, Gamma-centred
self-consistency stop: 5e-08 eV per atom in the density residual
occupations: fixed
spin: none
net charge: 0

Cell vectors (angstrom)
a  10.938  0  0
b  0  10.938  0
c  0  0  32.4611

Atoms and the computed forces on them: element, x, y, z (angstrom), force x, y, z (eV/angstrom)
Si  -0.2924  0.2168  25.0259  0.0198  -0.0203  0.0722
Si  5.705  -0.261  24.9326  -0.016  0.0042  0.0038
Si  2.4105  2.9502  25.0793  0.0213  -0.0404  0.0884
Si  8.3746  2.3917  24.9943  -0.015  0.0122  -0.0099
Si  0.1792  5.1486  25.0435  -0.0176  0.0138  0.0282
Si  5.1069  5.6052  24.979  0.0323  -0.0229  0.0379
Si  2.928  7.8845  24.9665  -0.0088  0.0144  0.0144
Si  7.9016  8.3988  24.9305  0.0158  -0.0193  0.0311
Si  1.2832  1.3497  26.3655  0.0061  -0.0016  -0.0123
Si  6.8165  1.2802  26.3373  -0.0214  0.0216  0.0184
Si  4.0138  4.0849  26.3766  0.0077  -0.014  -0.0047
Si  9.514  4.0171  26.3157  -0.0146  0.0188  0.0183
Si  1.34  6.7771  26.3097  -0.022  0.0216  0.0113
Si  6.7586  6.7947  26.2411  0.0126  -0.0137  0.0059
Si  4.0867  9.5232  26.2403  -0.0206  0.019  0.0213
Si  9.4961  9.5338  26.2855  0.016  -0.0119  -0.0019
Si  2.7392  -0.0154  27.6438  0.0087  -0.0068  -0.0046
Si  8.2069  -0.0247  27.7114  0.004  -0.0049  0.0129
Si  -0.0284  2.7391  27.7266  0.0032  -0.0182  0.013
Si  5.4655  2.7231  27.6627  0.0038  -0.0035  -0.0036
Si  2.7092  5.4811  27.7303  0.0051  -0.0049  0.0131
Si  8.1815  5.4719  27.6362  -0.0095  0.005  -0.0036
Si  -0.0118  8.2015  27.6443  -0.0041  0.003  -0.0026
Si  5.4608  8.1967  27.6645  0.0037  0.0045  0.0091
Si  4.1018  1.3673  29.0428  -0.0212  -0.1007  -0.1548
Si  9.5708  1.3673  29.0428  -0.0966  -0.1141  0.372
Si  1.3673  4.1018  29.0428  -0.1591  0.0211  0.3967
Si  6.8362  4.1018  29.0428  -0.0195  0.0105  -0.1836
Si  4.1018  6.8362  29.0428  0.0219  0.1415  0.1934
Si  9.5708  6.8362  29.0428  -0.0648  -0.0349  -0.2654
Si  1.3673  9.5708  29.0428  -0.0075  -0.0615  -0.2361
Si  6.8362  9.5708  29.0428  -0.0983  -0.1853  0.1598
Si  0  0  30.4101  -0.0374  0.0372  -0.0075
Si  5.469  0  30.4101  -0.0325  -0.0496  -0.0115
Si  2.7345  2.7345  30.4101  -0.0648  -0.0165  -0.026
Si  8.2035  2.7345  30.4101  0.0117  -0.0685  0.0009
Si  0  5.469  30.4101  -0.0018  -0.076  0.0001
Si  5.469  5.469  30.4101  -0.0311  0.008  -0.0169
Si  2.7345  8.2035  30.4101  0.0323  -0.0365  -0.0004
Si  8.2035  8.2035  30.4101  -0.0664  -0.0266  -0.0165
Si  1.3673  1.3673  31.7773  0.0338  -0.0086  -0.0079
Si  6.8362  1.3673  31.7773  -0.0105  0.0419  -0.0246
Si  4.1018  4.1018  31.7773  -0.0009  -0.0191  -0.0176
Si  9.5708  4.1018  31.7773  0.0082  0.0558  -0.0228
Si  1.3673  6.8362  31.7773  -0.0425  0.0105  -0.0274
Si  6.8362  6.8362  31.7773  0.043  -0.0064  -0.0029
Si  4.1018  9.5708  31.7773  -0.022  0.0256  -0.0191
Si  9.5708  9.5708  31.7773  0.0229  -0.0254  -0.015
Si  2.7345  0  0.6835  0.0081  -0.013  0.0278
Si  8.2035  0  0.6835  0.0095  0.0215  0.0225
Si  0  2.7345  0.6835  -0.0461  -0.0017  0.0014
Si  5.469  2.7345  0.6835  0.011  -0.032  0.0213
Si  2.7345  5.469  0.6835  -0.0019  0.0296  0.0201
Si  8.2035  5.469  0.6835  0.0061  -0.0559  0.0297
Si  0  8.2035  0.6835  0.0356  -0.0331  0.0207
Si  5.469  8.2035  0.6835  -0.0564  0.0156  0
Si  4.1018  1.3673  2.0507  -0.0102  0.0926  0.0018
Si  9.5708  1.3673  2.0507  0.0942  0.0447  -0.0075
Si  1.3673  4.1018  2.0507  -0.0011  -0.0204  0.028
Si  6.8362  4.1018  2.0507  0.0164  0.0513  0.0105
Si  4.1018  6.8362  2.0507  0.0671  0.0043  -0.0099
Si  9.5708  6.8362  2.0507  0.0277  0.0721  0.0054
Si  1.3673  9.5708  2.0507  -0.0114  0.0452  0.0141
Si  6.8362  9.5708  2.0507  0.0114  -0.0561  0.0054
Si  0  0  3.418  0.0305  0.1311  -0.3558
Si  5.469  0  3.418  -0.0202  0.0084  0.4071
Si  2.7345  2.7345  3.418  0.2175  -0.1335  -0.1421
Si  8.2035  2.7345  3.418  -0.0305  -0.1108  -0.0296
Si  0  5.469  3.418  0.0006  0.0307  0.1254
Si  5.469  5.469  3.418  0.0622  0.2844  -0.3978
Si  2.7345  8.2035  3.418  0.2314  0.1464  0.0605
Si  8.2035  8.2035  3.418  -0.0378  -0.0117  -0.1955
Si  1.4164  1.3209  4.7604  -0.0014  0.0039  -0.0045
Si  6.856  1.3747  4.8209  -0.0017  -0.0005  0.0026
Si  4.1332  4.1198  4.7417  -0.0092  0.0078  0.0035
Si  9.5581  4.0964  4.7805  0.0038  -0.0011  0.006
Si  1.3868  6.8549  4.7767  -0.0059  -0.0003  0.0067
Si  6.8322  6.8484  4.7747  -0.0084  -0.0232  -0.0091
Si  4.1184  9.5598  4.8481  0.0043  -0.0077  -0.0006
Si  9.541  9.6193  4.7402  0.0247  -0.0036  -0.0055
Si  2.7554  -0.0091  6.242  0.0217  0.0186  0.0108
Si  8.2705  0.0517  6.21  -0.0146  0.0407  -0.0064
Si  0.0709  2.7484  6.0551  -0.0216  0.005  -0.0124
Si  5.5605  2.8524  6.1447  -0.0002  -0.0218  0.0138
Si  2.847  5.5461  6.1045  -0.0036  0.0168  -0.0119
Si  8.1816  5.4687  6.1377  0.0076  -0.0086  0.0242
Si  0.0114  8.2904  6.0504  0.0045  -0.0151  0.0009
Si  5.5796  8.2571  6.2282  -0.0295  0.0154  -0.0142
Si  3.8944  1.7728  7.3356  0.0007  -0.024  -0.0442
Si  9.9414  1.1943  7.4475  -0.0062  0.0055  -0.0514
Si  1.631  3.9717  7.3063  0.0391  -0.0259  -0.0181
Si  6.6979  4.3625  7.6457  0.0233  0.012  -0.0677
Si  4.4613  6.6169  7.4852  -0.0186  0.0089  -0.0061
Si  9.3677  7.1163  7.276  0.0505  -0.0607  -0.2078
Si  1.0923  9.7645  7.5388  0.0383  -0.0271  -0.0361
Si  7.2154  9.3881  7.5865  -0.022  0.0057  -0.0068
O  1.322  4.0672  24.519  -0.0131  0.0131  -0.0328
O  6.8149  9.5501  24.4187  -0.0065  0.0015  -0.022
O  2.6872  2.8041  7.7603  -0.037  0.0328  0.0234
O  8.2923  8.1849  7.9086  -0.0747  0.0767  0.0464
O  5.5263  5.4733  8.0783  0.0171  -0.0032  0.0275
O  0.0319  0.0129  8.017  -0.0206  0.0104  0.0368
O  4.0441  6.7664  24.4525  -0.0068  0.0185  -0.027
O  9.5396  1.327  24.4806  -0.0132  0.0201  -0.0243
O  1.5384  8.8628  8.8842  0.0096  -0.0205  0.0334
O  1.0942  4.6142  8.7127  0.0061  -0.0061  0.0048
O  9.3856  2.025  8.7406  -0.0077  0.0097  0.0275
O  6.8762  10.0046  9.0839  -0.007  0.0106  0.0488
O  4.6077  1.4984  8.7981  0.0013  0.0003  0.0377
O  3.738  7.3545  8.7719  -0.0089  0.0015  0.0017
O  7.4227  3.7531  9.027  0.0319  -0.0268  0.0454
O  10.098  6.464  8.5628  0.0348  -0.0207  0.1196
O  3.1131  2.2649  23.7709  0.0097  0.0084  -0.0335
O  5.1419  0.5222  23.5814  -0.0128  0.0123  0.0016
O  7.5766  2.9046  23.6457  -0.0063  -0.0023  0.0059
O  10.3801  5.771  23.7187  -0.0004  0.0106  -0.0164
O  8.577  7.7182  23.585  0.0106  -0.0114  -0.0122
O  2.2183  8.4998  23.6149  -0.0089  0.0033  -0.002
O  5.5807  4.7346  23.6568  -0.0026  -0.0103  -0.0162
O  0.433  10.494  23.7152  -0.0002  -0.0142  -0.0336
Si  3.0398  8.617  9.5169  -0.0002  0.0205  -0.0223
Si  7.2513  4.6718  14.1558  -0.0035  -0.0058  0.0033
Si  1.155  -1.2468  13.2986  -0.0019  -0.0057  0.0018
Si  3.8143  1.136  22.8459  0.0129  -0.0277  -0.0258
Si  6.1974  0.3769  15.778  -0.001  -0.0055  0.0024
Si  1.9746  1.8574  16.8745  -0.0101  0.0043  0.0108
Si  1.6058  9.7917  22.8359  0.0202  0.0055  -0.0159
Si  3.9824  10.3902  13.9812  0.0071  -0.0018  0.0045
Si  0.4743  7.1134  12.0014  0.0006  -0.0052  -0.0052
Si  -2.025  7.2677  13.6778  0.0082  -0.0038  -0.0004
Si  5.7799  0.0367  18.8561  -0.0048  0.0044  0.0006
Si  4.6278  6.0545  14.3468  -0.0048  -0.0008  0.0053
Si  11.5839  10.0808  20.0447  0.0117  -0.0034  -0.0024
Si  6.4265  -1.0097  10.6496  -0.0079  0.0089  -0.0017
Si  4.0743  11.4674  9.9752  0.0011  -0.0073  -0.0436
Si  -1.2012  8.5508  18.2764  0.0006  0.0016  -0.007
Si  0.0095  -2.8577  15.5713  0.0038  -0.0001  0.0006
Si  0.81  3.023  14.1325  -0.0069  0.0081  0.0026
Si  1.6666  5.8651  14.5367  0.0057  0.0099  0.009
Si  6.8337  4.0992  22.8212  -0.0065  -0.0074  -0.0247
Si  6.9028  3.2768  16.6209  -0.005  0.0047  0.0014
Si  8.7882  3.1439  9.754  -0.0129  0.0174  0.0121
Si  4.6422  8.2057  12.0313  -0.0099  -0.0025  -0.0017
Si  4.4069  -3.7248  17.2062  -0.002  -0.0034  -0.0012
Si  2.3642  1.3101  12.3808  0.0071  0.002  -0.0019
Si  -6.8023  4.132  17.8926  -0.0007  -0.0061  0.0017
Si  -2.9667  -0.591  13.3131  -0.0066  -0.0149  -0.0382
Si  6.9293  8.3267  18.8896  0.0006  -0.006  -0.0068
Si  5.2427  2.6457  20.4683  0.0011  0.0006  0.0126
Si  8.9131  6.4194  19.9521  -0.0015  0.0031  0.0062
Si  11.4075  2.1496  19.607  0.0277  0.0004  0.0086
Si  10.8875  5.4349  9.5019  0.0137  -0.0334  0.0474
Si  -1.8264  3.6985  18.6108  0.001  -0.0003  0.0013
Si  -1.81  -4.5843  22.8696  -0.0263  -0.0013  -0.0153
Si  2.9815  10.0214  17.9135  -0.0023  0.0004  0.0041
Si  8.8843  2.3371  12.7955  0.0036  0.0128  -0.0101
O  4.9223  7.0289  15.641  -0.0008  0.0023  0.0084
O  2.5178  0.2886  16.8722  -0.0041  0.0054  0.0036
O  7.7319  4.3531  15.6927  0.001  0.0008  0.0005
O  0.7543  8.7278  12.0328  0.001  0.0053  0.0041
O  2.6087  -1.4364  14.0417  0.0026  0.0006  -0.0021
O  3.4211  8.5514  17.2753  0.0032  0.0009  0.0027
O  -1.0781  2.6475  19.5975  -0.0032  0.0061  0.0063
O  5.3176  11.1077  10.9398  0.02  -0.0102  -0.0039
O  1.5228  6.4593  13.0412  0.0025  -0.0066  0.01
O  0.7174  6.356  10.5985  -0.0012  0.0103  0.0062
O  6.4526  -1.2317  19.6378  0.0017  0.001  0.0111
O  7.5196  7.2924  20.0032  -0.0019  0.0013  0.0095
O  -7.2765  0.8785  13.2666  -0.0029  -0.0049  -0.0009
O  -2.4149  4.8942  19.5632  0.0034  -0.0094  0.0057
O  8.1611  8.713  17.8643  0.0006  0.0006  0.0038
O  7.736  6.1537  13.6769  0.0062  0.0087  0.0023
O  4.1838  -0.2382  18.7798  -0.0015  -0.0032  -0.0005
O  12.2951  3.2969  20.3494  -0.0238  -0.0316  -0.0167
O  2.798  -0.0819  22.5278  -0.0048  -0.0054  0.0247
O  -5.9955  9.4246  13.0907  -0.0032  0.002  0.0066
O  6.2855  3.5056  21.396  -0.0105  -0.0122  -0.0063
O  4.4067  3.6482  19.4581  -0.009  0.0093  -0.0037
O  3.1946  5.3718  14.6821  -0.0028  0.002  -0.0092
O  0.597  0.7289  20.4023  -0.0061  0.0323  -0.0101
O  0.9681  -1.6534  21.4313  -0.0103  -0.0073  -0.0072
O  7.5507  10.314  11.7343  0.032  -0.0044  0.0671
O  5.8642  8.3977  10.9477  -0.002  0.0022  0.0006
O  5.6286  4.7866  14.1532  0.0084  0.0032  -0.005
O  1.7841  9.6983  18.9541  0.0041  0.0024  0.0054
O  0.7446  4.5484  14.7095  -0.0008  -0.0092  -0.0028
O  -0.2314  -2.1634  17.0006  -0.0012  -0.003  0.0057
O  3.7259  10.0658  9.1952  -0.0035  -0.0024  0.0215
O  -2.4515  8.8134  13.4996  -0.002  0.0175  -0.0029
O  5.5504  14.9414  17.1151  -0.002  -0.002  0.0021
O  9.8714  6.8345  12.4345  -0.0203  0.0153  0.0281
O  1.271  2.0781  15.397  0.007  -0.0022  0.011
O  7.0972  -0.4033  14.6806  -0.003  0.005  0.0064
O  0.8651  1.8941  18.0466  0.0113  0.0005  0.001
O  1.1184  11.2071  12.6904  -0.0042  -0.0002  -0.0021
O  -1.0102  7.024  18.8208  0.0054  0.0019  0.001
O  7.9114  5.2946  22.6587  0.0164  0.0123  0.0204
O  0.1332  -1.6098  14.5148  0.0017  -0.0028  0.0027
O  6.4235  0.0083  17.3471  -0.0006  0.0051  -0.0075
O  -5.2203  7.5891  18.0988  -0.0007  0.001  0.0027
O  4.691  -0.1365  15.3829  0.0107  0.0013  0.0026
O  1.8713  2.7846  12.8783  -0.0038  -0.0023  -0.0004
O  4.1595  1.893  21.441  0.0057  0.0177  -0.0121
O  10.1399  -1.3112  19.4311  -0.0066  -0.0026  0.0074
O  9.6786  6.6275  21.3716  0.0045  0.0043  -0.0104
O  -0.6497  2.8315  13.4498  -0.0084  -0.0041  -0.0076
O  2.8243  1.1974  10.8083  -0.0097  0.0095  0.0119
O  7.7269  3.4052  13.2624  0.0121  0.004  0.0004
O  -4.9243  1.4647  19.6199  0.0017  -0.0105  0.0026
O  1.2877  7.0519  15.6039  -0.0022  -0.0047  -0.0086
O  3.7677  -5.1783  17.7588  0.0026  0.003  0.0055
O  -3.0772  2.9237  17.8812  0.0017  0.0018  0.0078
O  4.6305  -4.0909  12.9108  -0.0006  -0.0003  0.0032
O  8.848  0.7924  13.3335  -0.0106  -0.0221  -0.0109
O  6.4859  1.984  15.7034  -0.0003  -0.0116  0.0016
O  3.254  8.3389  11.1339  0.0187  -0.0037  0.0274
O  9.8168  4.3672  10.1013  -0.0036  -0.0056  -0.0123
O  8.6547  2.3547  11.1739  0.0082  -0.0004  0.0227
O  3.0755  3.0659  17.1953  -0.008  -0.0064  0.0006
O  -1.2604  -3.7913  15.1217  -0.0086  0.0043  -0.0223
H  13.179  3.057  20.6712  -0.0005  0.0029  -0.0029
O  -0.7567  4.2558  17.5101  -0.0045  -0.0031  0.0048
H  -1.1168  4.7329  16.7451  -0.0004  0  -0.0014

Results
free energy: -134562.531 eV
free energy less fixed offsets of H -15.97, O -568.88, Si -635.61 eV per atom: 0.249 eV

The program warned: the cutoff lies below the one the program advises for these potential files; the forces do not sum to zero within the program's tolerance; the exchange-correlation potential is rough where the density is thin.
